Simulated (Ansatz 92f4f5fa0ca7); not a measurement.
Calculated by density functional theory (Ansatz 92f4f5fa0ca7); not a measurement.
Periodic cell of 232 atoms, Si134O98, from a study of silicon, its oxide and their interface. The atomic structure is a simulated model.

Settings: functional r2SCAN; potential files Ansatz norm-conserving; basis plane waves; wave-function cutoff 1300 eV; density cutoff ratio 4; exchange-correlation grid ratio 1; k mesh 2 x 2 x 1, shifted by 0.5 0.5 0.5 of a step; self-consistency stop 5e-08 eV per atom in the density residual; occupations Fermi-Dirac, 0.05 eV; spin none; net charge 0.

Cell vectors (angstrom)
a  11.5403  0  0
b  0  15.3871  0
c  -1.76  3.7493  21.5361

Atoms and the computed forces on them: element, x, y, z (angstrom), force x, y, z (eV/angstrom)
Si  -1.2141  2.6899  -1.085  0.2757  -0.4073  -0.2352
Si  -1.3018  4.9973  -0.8402  0.0051  0.337  -0.3669
Si  9.4556  9.7233  -1.0287  0.0133  -0.0445  -0.2628
Si  7.1022  14.1765  -0.991  0.2203  0.1772  -0.2116
Si  2.7159  2.6033  -1.1849  0.308  0.2427  -0.2011
Si  2.1794  5.0874  -0.8701  0.0341  -0.4008  0.0056
Si  2.1807  10.2095  -0.9062  -0.0862  0.2004  -0.2975
Si  -0.2089  14.3535  -1.7394  -0.5073  -0.2761  -0.3779
Si  6.4631  1.7689  -1.0605  -0.4817  -1.2873  0.4432
Si  6.4574  5.2102  -1.7136  0.089  0.6434  0.4642
Si  5.8876  9.6544  -1.1221  -0.7247  0.6467  -0.0564
Si  7.7562  11.7044  -2.5924  0.1808  0.1193  -0.6132
Si  0.2866  1.8238  0.5409  -0.0087  -0.2673  0.0036
Si  0.3976  5.5903  0.5519  0.1673  -0.0031  0.0417
Si  0.0641  9.6558  0.1374  0.0907  -0.0837  -0.1367
Si  -0.5696  13.6154  0.4781  -0.0684  0.2142  -0.0999
Si  4.465  1.9488  0.3481  -0.0334  0.1148  -0.3236
Si  4.1357  5.7097  0.288  0.1242  -0.1253  -0.5902
Si  4.0656  9.7274  0.4223  0.1371  -0.3668  -0.2109
Si  4.5816  13.3339  0.5127  0.5639  -0.0465  0.0229
Si  8.5173  1.7993  0.1495  0.0931  0.0419  0.0459
Si  8.3868  5.1378  0.4685  -0.0142  -0.0837  0.2943
Si  7.7887  9.7553  0.5711  0.1718  0.2906  -0.0872
Si  8.8493  14.8336  0.3296  0.097  0.1418  0.2122
Si  0.5059  3.6839  1.9661  -0.0503  -0.072  0.0537
Si  0.267  7.7027  1.6347  -0.1349  -0.049  -0.0802
Si  -0.0097  11.5157  1.6583  0.0087  0.2158  0.1731
Si  0.1532  15.3378  1.9317  -0.2952  -0.0712  0.3854
Si  4.4161  3.8137  1.7645  0.0468  0.0763  0.0118
Si  4.1369  7.6535  1.6424  0.0713  0.2794  0.073
Si  4.1223  11.5093  1.8806  0.0963  -0.1119  0.3824
Si  4.2284  15.3376  1.686  0.0563  0.1963  0.1604
Si  8.3803  3.4416  2.0365  0.0711  -0.2002  -0.1721
Si  8.0061  7.8668  1.9871  -0.1316  -0.3349  -0.5758
Si  7.9594  11.7281  2.116  -0.1912  -0.1161  0.0569
Si  8.0429  14.2842  2.3679  0.195  0.1061  -0.1623
Si  -1.3533  3.618  3.5118  0.2138  0.1147  -0.0414
Si  -1.5289  7.6471  3.262  0.1356  -0.1217  0.1569
Si  -1.634  11.3547  3.4167  0.1139  -0.0005  -0.0704
Si  -1.6042  15.1259  3.5815  -0.0615  -0.3332  -0.2607
Si  2.4706  3.657  3.1954  -0.1384  0.1662  -0.1049
Si  2.199  7.5964  2.9989  -0.2386  -0.008  0.1432
Si  2.0341  11.5398  3.0052  -0.0805  -0.1027  0.0234
Si  2.2628  15.3046  3.0773  -0.089  -0.0085  -0.2195
Si  6.3144  3.7261  3.1431  0.0873  0.0708  0.0586
Si  6.0207  7.5979  3.154  -0.0129  -0.0909  0.0245
Si  5.9931  11.3655  3.2687  0.0732  0.1604  -0.1092
Si  6.0694  15.2533  3.2075  -0.0861  -0.0029  -0.2269
Si  -1.5437  1.6838  4.8895  0.0467  -0.0152  0.2736
Si  -1.4166  5.7321  4.7356  -0.0186  0.0004  -0.0769
Si  -1.486  9.4569  4.8358  -0.0929  0.0913  0.0408
Si  -1.6058  13.1969  4.9079  0.155  0.0033  0.2216
Si  2.396  1.7326  4.595  -0.0404  0.0137  0.0548
Si  2.2424  5.6293  4.4334  0.2336  0.1152  -0.1629
Si  2.0617  9.5306  4.3466  0.403  -0.1736  -0.3165
Si  2.1369  13.4062  4.4589  -0.0653  0.1227  -0.0938
Si  6.1997  1.8534  4.5218  0.0321  -0.1468  0.0143
Si  6.2246  5.6718  4.5115  0.0168  -0.0204  -0.0075
Si  6.0905  9.4568  4.5614  -0.029  0.2722  0.0311
Si  5.9998  13.3107  4.4956  -0.3309  -0.289  -0.0703
Si  0.5274  1.6042  6.0861  0.0401  -0.1169  -0.0885
Si  0.5812  5.7156  6.1472  -0.111  -0.2206  -0.0822
Si  0.5454  9.392  6.2002  0.006  -0.0038  -0.1376
Si  0.4274  13.2144  6.1037  0.0142  0.0316  -0.2276
Si  4.3483  1.8244  5.9634  -0.0743  -0.1144  0.0532
Si  4.1938  5.563  5.717  -0.0177  -0.042  -0.0718
Si  4.0308  9.4727  5.6087  -0.3363  0.225  -0.3394
Si  4.0955  13.3677  5.7448  0.3919  -0.0272  0.0671
Si  7.9323  1.8492  6.1127  -0.057  0.3963  -0.1039
Si  8.1038  5.8276  5.9937  -0.037  -0.0922  -0.1004
Si  7.9605  9.6167  6.0171  -0.1368  -0.0137  -0.044
Si  7.7731  13.3128  5.9859  -0.037  0.0566  -0.2645
Si  0.4751  3.6204  7.268  -0.1215  0.1117  -0.0144
Si  1.5176  7.5572  7.5078  0.296  -0.0641  0.5531
Si  1.2667  11.3587  7.276  -0.1878  0.0784  0.5135
Si  2.8318  16.5951  9.6766  0.3033  -0.804  0.7536
Si  4.2011  3.8097  7.3427  -0.0273  -0.0084  -0.0301
Si  3.7834  7.5253  6.8399  0.3955  0.0401  0.3372
Si  5.2284  10.873  8.4351  -0.2169  -0.9328  0.8241
Si  4.8031  15.196  7.11  -0.1652  -0.0348  -0.2077
Si  9.9607  3.4003  8.3905  0.0513  -0.4226  -0.3887
Si  7.7462  7.7498  7.3528  0.6152  0.2983  0.2899
Si  7.3387  11.4959  7.4106  0.6839  0.2304  0.2366
Si  7.3296  15.2428  7.2343  0.1367  -0.2788  0.5801
Si  2.3036  3.3157  8.6913  -0.1096  0.515  0.35
Si  -0.5487  6.7979  11.6048  -0.0752  -0.1513  0.6741
Si  1.8795  11.3896  10.2973  -0.6546  -0.3996  0.2716
Si  3.0407  14.568  8.5229  0.0558  0.6761  0.2791
Si  5.9846  4.492  8.812  0.1064  -0.1643  0.36
Si  5.6161  7.6552  8.3044  -1.0052  -0.1457  0.6013
Si  3.5915  11.3764  6.8896  0.2392  -0.2791  -0.5523
Si  0.7549  15.0247  7.5368  -0.5208  -0.3775  0.1557
Si  7.9254  3.9416  7.3715  -0.2168  0.0933  0.2791
Si  8.8201  8.6358  10.142  -0.1277  -0.0547  0.4875
Si  8.7047  11.7808  10.1702  0.0964  0.0866  0.5123
Si  9.6645  15.636  9.1901  0.0759  0.1466  0.4322
Si  4.3549  6.9855  18.6441  0.0591  -0.565  -1.2212
Si  3.6606  3.5358  15.8196  -0.2242  -0.0541  -0.1685
Si  9.3295  0.3784  15.0254  0.08  -0.2523  0.3776
Si  8.421  15.8889  11.9089  -0.092  0.0476  0.5864
Si  5.0549  2.8403  11.2831  0.081  -0.0415  0.4003
Si  2.5133  4.0869  11.6911  0.1333  0.1958  0.4917
Si  2.0269  6.8647  18.3038  -0.5262  -0.196  -0.686
Si  6.6946  -0.4105  15.9283  0.3074  -0.2232  -0.2477
Si  10.201  8.7511  16.2085  0.0454  -0.1771  -0.1899
Si  8.7495  3.6172  12.0446  -0.5614  -0.3272  1.0096
Si  12.3835  17.1044  11.7944  -0.1081  -0.1645  0.74
Si  -1.1271  3.9749  10.5124  0.1981  0.4925  0.6081
Si  4.2932  7.8169  12.8281  0.0721  -0.1678  0.4288
Si  3.9437  12.5356  9.6566  1.0218  0.6355  0.8951
Si  1.7391  1.5923  17.2127  0.0047  0.2348  -0.5627
Si  5.812  2.0943  14.2027  -0.0148  -0.1601  0.2831
Si  9.4213  10.1428  13.8286  0.105  0.1154  0.1228
Si  0.1389  14.7327  13.7829  -0.0252  -0.2085  0.3957
Si  2.4423  14.2302  15.6822  0.1478  0.1512  -0.4603
Si  8.5135  4.596  18.1077  -0.0068  0.1445  -0.3757
Si  -0.5913  12.2969  11.9583  -0.1597  0.1506  0.4645
Si  11.9744  6.2194  15.8725  0.0634  -0.0096  -0.0444
Si  -0.3316  4.3259  20.3678  0.3729  0.226  0.0538
Si  2.4828  5.8031  13.9944  0.1195  0.1371  0.2748
Si  7.5965  10.0569  15.9505  0.0539  -0.044  -0.2113
Si  0.6726  9.5855  18.3779  -0.2282  -0.1372  -0.2897
Si  7.3252  4.7308  14.2467  -0.0342  0.0158  0.0669
Si  5.2583  10.1602  14.0765  -0.306  0.1666  0.1945
Si  10.2536  17.801  17.0438  0.263  -0.106  -0.7678
Si  6.3812  13.4878  11.5513  -0.2136  0.0887  0.4457
Si  2.0194  8.2077  10.7033  0.1772  -0.0395  0.4707
Si  6.9987  8.8813  12.3386  -0.0718  -0.1075  0.3335
Si  10.1244  5.0538  14.0809  0.1867  -0.0963  0.3303
Si  5.1234  13.1162  14.5037  0.0235  -0.0505  0.199
Si  1.9481  12.5474  18.3414  -0.153  -0.129  -0.319
Si  5.8815  5.4936  16.5436  -0.0731  -0.3467  -0.5548
Si  7.1488  10.7253  18.8675  0.5568  0.0569  -0.5715
Si  1.3292  16.8868  20.3399  -0.2477  -0.1463  -0.7808
O  5.0783  8.7816  -2.3059  0.5302  0.0827  0.2372
O  7.5976  13.2715  -2.2428  -0.1939  -0.2862  0.0733
O  5.1585  5.9424  -1.0338  0.2535  -0.3762  0.2432
O  7.1987  4.4521  -0.4473  -0.5054  0.7076  -0.2836
O  6.1585  13.25  -0.0153  -0.4237  0.0733  -0.1332
O  7.9675  6.6861  0.7952  0.1428  -0.0549  0.3279
O  1.6937  7.6371  9.1992  -0.2607  0.0442  -0.6212
O  0.9781  11.4577  8.9159  0.1413  -0.0348  -0.1455
O  -0.5258  14.8939  8.6439  0.2297  0.3905  -0.2986
O  9.8845  7.7842  10.9877  -0.0989  0.0476  -0.3338
O  8.8112  8.0565  8.6331  -0.2587  -0.1288  -0.2387
O  10.2269  11.1199  12.8386  0.0183  0.0873  -0.2881
O  8.4274  11.9705  8.5978  -0.4853  -0.2466  -0.2513
O  8.2356  15.0507  8.6341  0.0377  0.1287  -0.3199
O  6.2995  0.1195  -1.5171  0.2022  0.372  0.1486
O  -0.8184  2.2152  -2.658  -0.382  -0.0772  0.4809
O  10.5441  9.3834  14.7368  -0.3482  -0.0343  0.2283
O  9.1998  8.4063  -1.978  -0.0925  -0.0616  0.0439
O  5.7714  13.3355  13.0486  0.0632  -0.0499  -0.2796
O  9.1324  11.0516  -1.987  0.0376  -0.2341  0.3245
O  0.6104  18.3334  20.5748  -0.0007  0.3582  -0.053
O  1.4537  6.8157  14.7431  -0.0452  -0.3385  0.0932
O  2.5592  9.7045  -2.4484  0.0492  -0.0081  0.4338
O  1.6618  8.4108  17.7926  -0.1274  0.0038  0.3134
O  2.1986  0.3004  16.3472  -0.0852  -0.0554  0.1892
O  9.7237  3.9595  17.1991  -0.2376  0.0479  0.4802
O  7.4414  6.3798  -2.3145  -0.3232  -0.2658  0.2101
O  7.261  10.9262  17.2588  -0.0749  -0.1371  0.539
O  6.457  10.9263  -2.0121  -0.1239  -0.3732  0.1704
O  7.7899  11.6473  -4.2133  -0.0327  -0.0072  0.6553
O  5.9262  7.6962  12.71  -0.0761  0.3958  -0.1685
O  9.8592  3.6327  13.3217  -0.2315  0.2859  -0.51
O  -0.4357  5.463  10.6834  -0.0091  -0.4081  -0.096
O  11.2875  18.0544  11.0612  -0.0287  0.232  -0.1082
O  4.1307  4.0642  11.845  -0.1164  -0.1968  -0.2139
O  6.0828  3.5281  10.1971  -0.2562  0.4597  -0.5183
O  5.2449  9.2088  8.94  0.4983  0.5151  -0.2813
O  5.74  6.1314  9.1518  0.1415  0.1054  -0.4561
O  8.4465  9.0241  13.1099  -0.2416  0.1231  -0.2092
O  4.1698  17.0915  10.5301  -0.2895  0.0674  -0.2942
O  4.3814  2.461  14.8525  0.1476  0.2207  0.0465
O  -0.5694  13.6325  12.8549  0.0557  -0.124  -0.2677
O  8.161  17.4954  11.8043  0.2521  0.1746  -0.1852
O  2.1623  4.2369  10.111  0.0805  -0.4212  -0.3249
O  7.3322  8.501  10.8039  0.3065  0.1044  -0.2759
O  0.9265  11.959  11.5096  0.2336  -0.0875  -0.4024
O  9.5823  15.5211  10.8279  0.0242  0.1104  -0.4782
O  13.4928  18.1205  12.4045  -0.1068  0.16  -0.4297
O  11.8297  17.5611  16.7627  -0.1015  -0.0589  0.3188
O  1.3006  5.8401  17.1897  0.3195  0.514  0.4162
O  6.9407  3.1834  14.6674  -0.0628  0.2306  -0.1706
O  11.307  4.8993  15.18  -0.1013  0.3109  -0.1327
O  10.7741  7.24  16.2449  0.0876  0.0743  -0.0184
O  -1.517  12.5805  10.6589  -0.1088  -0.1058  -0.1173
O  8.8534  15.7031  13.4767  -0.0053  0.0986  -0.3961
O  1.8145  1.2862  18.7934  -0.1596  0.0736  0.5013
O  10.7607  -0.3668  15.0919  -0.0385  0.1457  -0.3408
O  1.9089  5.3188  12.5537  0.0812  -0.2036  -0.1864
O  5.0557  13.3903  10.6109  -0.3341  -0.115  -0.3014
O  7.4534  12.3215  11.0995  0.1058  0.0144  -0.375
O  5.6637  2.0866  12.5901  -0.0237  0.2726  -0.2815
O  8.4367  10.9655  14.8625  -0.0254  -0.4485  0.0152
O  3.4439  7.7724  11.4309  -0.2217  0.0461  -0.3007
O  7.2019  4.8819  17.2401  0.0392  0.085  0.2349
O  7.5275  4.6324  12.6062  0.3761  -0.3359  -0.0072
O  9.1222  10.2137  10.3311  -0.1515  -0.0209  -0.2645
O  8.3105  -0.4278  15.9875  -0.2904  0.2176  -0.1699
O  6.29  13.4451  15.5781  -0.2181  0.2286  -0.1335
O  1.3811  11.03  18.2206  0.1397  0.1669  0.1082
O  4.0133  9.1876  13.6929  0.3247  -0.1152  -0.2603
O  9.733  17.1764  8.7041  0.0026  -0.3625  -0.1057
O  0.8193  7.664  11.6662  0.063  0.0275  -0.3595
O  8.714  5.3607  14.8269  -0.0755  -0.2746  -0.2625
O  2.2149  13.1034  16.8251  -0.0556  -0.1204  0.6091
O  11.8518  16.1347  12.982  0.1286  0.1911  -0.3551
O  4.7162  4.3859  16.6794  0.1784  0.2227  0.0356
O  2.7432  4.502  14.9079  0.1255  0.0969  -0.0146
O  5.3608  6.8217  17.2954  -0.1889  0.2573  0.6562
O  2.7704  2.7764  16.9  0.0144  -0.0866  0.0951
O  1.4789  14.0742  14.3873  -0.0775  0.1554  0.0911
O  1.6027  16.1696  10.7145  0.0303  0.4019  -0.2107
O  3.8979  14.0704  14.9688  -0.085  -0.0915  0.1365
O  0.188  13.3621  -3.0266  -0.113  0.4582  0.588
O  6.2086  9.5446  15.259  0.1291  0.1919  -0.0153
O  -1.4789  5.9201  -2.2058  -0.1519  0.0257  0.0824
O  6.1828  10.2673  12.7123  0.0515  -0.3584  -0.0026
O  7.1305  14.9482  11.5665  0.1428  -0.0711  -0.1445
O  -1.6025  15.1186  -2.2687  0.4554  -0.0356  -0.1165
O  6.2278  0.6219  14.7478  0.0892  0.1383  0.1096
O  3.8667  6.5784  13.7613  -0.2108  0.0686  -0.2429
O  10.8699  9.5967  17.4235  0.3301  -0.0623  0.2273
O  2.1046  9.8184  10.6631  -0.005  0.086  -0.2372
O  2.0679  11.874  -0.9018  0.1406  -0.0569  -0.1261
O  6.2129  5.6956  14.9478  0.0687  -0.2603  0.2886
O  4.6497  11.568  14.5776  0.2556  -0.024  -0.1851
O  9.4769  17.2205  15.7363  0.0678  0.0108  0.2993
O  -1.0456  6.2897  13.0827  0.1139  -0.0273  -0.4478
O  8.5675  8.7893  16.345  0.0432  0.2694  -0.0244

Results
free energy: -61254.155 eV
free energy less fixed offsets of O -463.61, Si -117.95 eV per atom: -15.075 eV
pressure: -2.04 GPa
stress xx, yy, zz, yz, xz, xy (GPa, positive in tension): 1.21, 3.06, 1.84, -0.09, 0.2, -0.37
